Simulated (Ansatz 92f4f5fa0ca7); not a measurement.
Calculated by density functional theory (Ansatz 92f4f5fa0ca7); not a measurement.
Periodic cell of 469 atoms, Si304O165, from a study of silicon, its oxide and their interface. The atomic structure is a simulated model.
Doubt: the cutoff is far below the 930 eV that the study's wrapper takes by default for these files, so forces and energies are approximate.

Settings
functional: PBE
potential files: Ansatz PAW
basis: plane waves
wave-function cutoff: 580 eV
density cutoff ratio: 5
exchange-correlation grid ratio: 1
k mesh: 1 x 1 x 1, Gamma-centred
self-consistency stop: 5e-08 eV per atom in the density residual
occupations: fixed
spin: none
net charge: 0

Cell vectors (angstrom)
a	15.4691	0	0
b	0	15.4691	0
c	-7.2634	1.0387	34.8091

Atoms and the computed forces on them: element, x, y, z (angstrom), force x, y, z (eV/angstrom)
Si	-6.006	-2.926	24.825	-0.159	-0.107	-0.211
Si	-2.135	-3.455	24.301	0.025	0.335	-0.078
Si	-1.438	-6.511	24.852	-0.198	-0.085	-0.51
Si	-7.835	0.775	25.762	0.091	0.045	0.077
Si	-7.733	4.865	26.016	0.291	0.139	-0.139
Si	-7.983	-6.71	26.094	0.063	0.161	-0.245
Si	-7.799	-2.94	26.301	-0.169	0.022	-0.088
Si	-3.055	1.034	25.958	0.216	-0.249	-0.373
Si	-3.152	4.958	25.95	0.256	0.135	-0.235
Si	-3.453	-6.674	26.006	-0.388	0.215	-0.084
Si	-3.801	-2.912	25.866	-0.223	0.077	0.182
Si	0.039	1.135	26.085	0.023	0.066	-0.144
Si	-0.006	4.916	25.938	-0.011	0.168	-0.219
Si	0.553	-6.634	25.988	0.618	0.102	-0.052
Si	0.388	-2.645	25.813	0.267	-0.11	-0.154
Si	-10.262	0.976	25.828	-0.252	-0.107	-0.248
Si	-10.166	4.966	25.912	-0.237	-0.068	0.036
Si	-10.444	-6.706	26.09	-0.075	0.082	0.145
Si	-10.211	-2.947	25.939	0.053	0.112	0.041
Si	-7.283	2.826	27.129	-0.071	-0.255	-0.097
Si	-7.331	6.81	27.301	-0.028	-0.09	0.041
Si	-7.395	-4.868	27.502	0.031	-0.154	0.085
Si	-7.344	-0.923	27.359	-0.071	0.117	0.263
Si	-3.387	2.978	27.267	0.018	0.068	-0.129
Si	-3.436	6.867	27.317	0.049	-0.236	0.099
Si	-3.51	-4.75	27.334	-0.011	0.093	0.288
Si	-3.397	-0.959	27.209	0.006	-0.018	-0.003
Si	0.397	3.057	27.355	0	0.037	-0.09
Si	0.455	6.881	27.252	0.034	-0.397	0.038
Si	0.472	-4.659	27.208	0.042	0.374	0.188
Si	0.44	-0.842	27.307	0.067	0.018	-0.072
Si	-10.926	2.953	27.062	-0.038	0.188	0.057
Si	-10.986	6.804	27.249	0.076	-0.15	0.02
Si	-10.982	-4.756	27.318	0.024	0.029	0.196
Si	-10.966	-0.928	27.096	-0.035	-0.171	0.059
Si	-9.152	2.915	28.631	0.022	-0.05	0.002
Si	-9.182	6.798	28.748	-0.075	-0.01	0.077
Si	-9.252	-4.793	28.881	0.014	-0.019	-0.052
Si	-9.242	-0.893	28.733	0.123	0.043	-0.062
Si	-5.361	2.917	28.558	0.019	0.059	0.009
Si	-5.377	6.813	28.647	0.093	0.035	-0.021
Si	-5.391	-4.791	28.737	0.14	-0.131	-0.076
Si	-5.327	-0.895	28.606	0.025	0.049	0.005
Si	-1.499	3.01	28.718	-0.033	0.022	0.209
Si	-1.466	6.903	28.662	-0.032	0.14	0.058
Si	-1.476	-4.702	28.621	-0.03	-0.137	-0.12
Si	-1.483	-0.929	28.657	-0.12	0.028	0.092
Si	2.499	2.993	28.495	0.021	-0.036	-0.059
Si	2.45	6.792	28.555	-0.023	0.054	0.023
Si	2.432	-4.7	28.588	0.002	-0.029	-0.152
Si	2.482	-0.878	28.514	0.076	-0.032	-0.013
Si	-9.206	1.036	30.058	0.004	0.046	-0.06
Si	-9.186	4.845	30.039	0.021	0.008	-0.041
Si	-9.204	8.712	30.107	-0.009	0.014	0.027
Si	-9.204	-2.808	30.096	0.028	-0.009	-0.051
Si	-5.324	1.03	29.997	-0.056	-0.042	0.015
Si	-5.347	4.857	29.982	-0.09	0.003	0.015
Si	-5.338	8.729	30.045	0.01	0.048	0.016
Si	-5.344	-2.812	30.023	-0.009	-0.003	-0.066
Si	-1.478	1.027	30.025	0.005	0.052	-0.033
Si	-1.47	4.961	30.045	-0.044	-0.082	-0.092
Si	-1.463	8.833	30.021	0.008	-0.075	-0.093
Si	-1.465	-2.829	30.046	0.007	0.075	-0.099
Si	2.437	1.058	29.928	0.045	-0.017	0.058
Si	2.43	4.882	29.969	0.041	0.026	-0.017
Si	2.419	8.773	29.949	0.011	0.01	-0.055
Si	2.425	-2.781	29.98	0.02	-0.025	-0.041
Si	-7.263	1.039	31.39	0.127	-0.029	-0.032
Si	-7.263	4.906	31.39	0.122	-0.189	0.023
Si	-7.263	8.773	31.39	0.106	-0.146	0.408
Si	-7.263	-2.828	31.39	0.098	0.174	0.308
Si	-3.396	1.039	31.39	-0.092	-0.005	-0.029
Si	-3.396	4.906	31.39	-0.224	0.048	-0.105
Si	-3.396	8.773	31.39	0.018	0.005	0.028
Si	-3.396	-2.828	31.39	-0.134	-0.014	0.031
Si	0.471	1.039	31.39	0.211	-0.015	-0.496
Si	0.471	4.906	31.39	0.223	-0.017	-0.264
Si	0.471	8.773	31.39	0.206	0.058	-0.327
Si	0.471	-2.828	31.39	0.227	0.078	-0.183
Si	4.338	1.039	31.39	-0.218	0.126	-0.05
Si	4.338	4.906	31.39	-0.034	-0.159	-0.088
Si	4.338	8.773	31.39	-0.371	-0.146	0.166
Si	4.338	-2.828	31.39	-0.269	0.123	0.246
Si	0	1.934	3.417	0.085	-0.005	-0.279
Si	0	5.801	3.417	0.348	-0.039	-0.16
Si	0	-5.801	3.417	0.022	-0.116	-0.101
Si	0	-1.934	3.417	0.307	-0.116	-0.274
Si	3.867	1.934	3.417	0.068	0.196	-0.089
Si	3.867	5.801	3.417	-0.002	-0.017	0.113
Si	3.867	-5.801	3.417	-0.009	-0.052	-0.18
Si	3.867	-1.934	3.417	-0.04	0.136	-0.075
Si	7.734	1.934	3.417	0.143	-0.056	0.321
Si	7.734	5.801	3.417	0.058	-0.069	0.333
Si	7.734	-5.801	3.417	0.095	0.117	0.189
Si	7.734	-1.934	3.417	0.044	0.139	0.361
Si	11.602	1.934	3.417	-0.264	-0.047	0.031
Si	11.602	5.801	3.417	-0.33	-0.005	-0.076
Si	11.602	-5.801	3.417	-0.121	0.015	0.13
Si	11.602	-1.934	3.417	-0.416	-0.017	-0.083
Si	-1.932	1.824	4.73	0.049	0.076	0.051
Si	-1.932	5.726	4.702	0.002	0.054	-0.033
Si	-1.93	-5.809	4.769	-0.013	-0.047	-0.036
Si	-1.936	-1.978	4.697	-0.04	-0.028	0.044
Si	1.938	2.004	4.762	0.076	-0.053	0.079
Si	1.946	5.809	4.819	-0.059	-0.013	-0.029
Si	1.937	-5.887	4.77	0.053	0.075	0.033
Si	1.941	-1.964	4.788	-0.05	0.024	0.047
Si	5.797	1.968	4.788	0.013	0.016	0.097
Si	5.794	5.814	4.802	0.038	0.092	0.072
Si	5.79	-5.714	4.765	-0.053	-0.07	0.094
Si	5.782	-1.846	4.789	0.057	-0.05	0.057
Si	9.676	1.95	4.856	-0.017	0.019	-0.017
Si	9.67	5.819	4.848	-0.025	0.002	0.032
Si	9.67	-5.799	4.838	0.029	-0.008	0.001
Si	9.668	-1.926	4.858	0.021	0.003	-0.009
Si	-1.936	-0.123	6.083	0.124	-0.006	0.057
Si	-1.904	3.77	6.001	0.045	-0.011	-0.062
Si	-1.916	-7.82	6.01	-0.096	-0.154	-0.03
Si	-1.952	-3.836	6.09	-0.066	0.06	0.006
Si	1.909	0.056	6.054	0.03	-0.043	0.021
Si	1.966	3.901	6.216	0.068	0.055	0.028
Si	1.97	-7.762	6.245	0.061	-0.001	0.063
Si	1.954	-3.973	6.105	-0.103	-0.015	-0.032
Si	5.762	0.081	6.209	-0.212	-0.072	0.094
Si	5.822	3.874	6.204	0.018	-0.036	0.022
Si	5.785	-7.65	6.104	0.05	0.06	-0.097
Si	5.739	-3.763	6.148	-0.144	0.065	-0.039
Si	9.711	0.02	6.27	0.033	0.004	0.102
Si	9.691	3.897	6.274	0.027	-0.052	0.016
Si	9.651	-7.712	6.273	-0.045	-0.023	0.047
Si	9.648	-3.877	6.253	0.048	0.022	0.005
Si	0.002	-0.037	7.413	-0.06	-0.043	0.021
Si	-0.056	3.775	7.448	-0.062	-0.098	0.123
Si	-0.059	-7.867	7.464	-0.089	-0.02	-0.051
Si	0.003	-3.873	7.398	0.004	-0.049	-0.028
Si	3.712	0.051	7.551	0.248	-0.008	-0.12
Si	3.898	3.917	7.64	-0.018	-0.141	-0.156
Si	3.958	-7.671	7.611	0.053	0.117	-0.064
Si	3.798	-3.876	7.581	0.332	-0.121	-0.089
Si	7.704	0.153	7.581	0.045	0.013	-0.02
Si	7.727	4.049	7.662	-0.123	0.109	-0.043
Si	7.618	-7.536	7.596	-0.058	-0.034	-0.111
Si	7.634	-3.779	7.546	-0.017	0.141	-0.117
Si	-3.71	-0.084	7.623	-0.082	-0.17	-0.033
Si	-3.704	3.732	7.491	-0.031	0.118	-0.038
Si	-3.756	-7.858	7.484	0.115	-0.024	-0.025
Si	-3.813	-3.898	7.571	0.086	0.101	-0.068
Si	-0.538	1.828	8.772	0.226	0.048	-0.02
Si	-0.656	5.662	8.743	0.61	-0.008	0.316
Si	-0.662	-5.866	8.518	0.238	0.055	0.18
Si	0.658	-1.954	8.648	0.367	-0.035	0.048
Si	3.448	1.957	8.965	-0.127	-0.026	-0.099
Si	4.605	5.873	8.842	-0.289	0.026	0.268
Si	4.439	-5.741	8.98	-0.154	0.006	0.012
Si	3.121	-1.936	8.746	-0.489	0.088	0.269
Si	5.03	1.749	10.66	-0.178	0.137	-0.247
Si	7.086	6.059	8.896	0.145	-0.095	0.076
Si	6.909	-5.58	8.865	0.142	-0.002	0.176
Si	7.458	-1.804	8.856	0.06	0.131	0.184
Si	-3.046	1.84	8.814	-0.148	-0.066	0.195
Si	-3.049	5.637	8.685	-0.56	-0.027	0.075
Si	-3.074	-5.891	8.572	-0.11	0.052	-0.008
Si	-3.487	-2.05	9.069	-0.264	-0.174	0.346
Si	1.37	1.869	10.288	-0.243	0.201	0.157
Si	7.717	2.111	9	0.185	0.092	0.493
Si	-12.048	-6.296	24.433	0.163	-0.058	-0.294
Si	-7.263	-0.895	32.758	0.072	-0.003	0.028
Si	-7.263	2.972	32.758	0.071	0.026	0.011
Si	-7.263	6.839	32.758	0.043	0.062	0.02
Si	-7.263	-4.762	32.758	0.057	-0.006	-0.005
Si	-3.396	-0.895	32.758	-0.06	0.001	0.008
Si	-3.396	2.972	32.758	-0.009	-0.022	-0.013
Si	-3.396	6.839	32.758	-0.059	0.004	0.009
Si	-3.396	-4.762	32.758	-0.091	-0.01	0.004
Si	0.471	-0.895	32.758	0.083	-0.029	-0.013
Si	0.471	2.972	32.758	0.037	0.011	-0.028
Si	0.471	6.839	32.758	0.087	-0.016	-0.022
Si	0.471	-4.762	32.758	0.14	-0.02	-0.018
Si	4.338	-0.895	32.758	-0.094	-0.024	0.014
Si	4.338	2.972	32.758	-0.102	0.001	0.014
Si	4.338	6.839	32.758	-0.097	0.051	0.001
Si	4.338	-4.762	32.758	-0.083	0	-0.016
Si	-5.33	-0.895	34.125	-0.012	0.005	0.016
Si	-5.33	2.972	34.125	-0.015	-0.006	0.01
Si	-5.33	6.839	34.125	-0.023	-0.006	0.025
Si	-5.33	-4.762	34.125	0.013	0.011	0.026
Si	-1.463	-0.895	34.125	-0.013	0.033	-0.019
Si	-1.463	2.972	34.125	-0.004	-0.002	-0.018
Si	-1.463	6.839	34.125	0.023	-0.05	-0.028
Si	-1.463	-4.762	34.125	0	-0.001	-0.025
Si	2.405	-0.895	34.125	0.022	0.023	0.013
Si	2.405	2.972	34.125	0.024	0.007	0.007
Si	2.405	6.839	34.125	0.015	-0.05	0.012
Si	2.405	-4.762	34.125	-0.011	0.007	0.018
Si	-9.197	-0.895	34.125	0.007	0.03	-0.001
Si	-9.197	2.972	34.125	-0.009	-0.015	0.002
Si	-9.197	6.839	34.125	-0.015	-0.031	-0.012
Si	-9.197	-4.762	34.125	-0.013	-0.004	-0.006
Si	1.934	0	0.683	0.02	0.003	-0.029
Si	1.934	3.867	0.683	0.014	-0.035	-0.018
Si	1.934	7.734	0.683	-0.018	0.01	-0.011
Si	1.934	-3.867	0.683	-0.003	0.028	-0.025
Si	5.801	0	0.683	-0.012	0.004	0.03
Si	5.801	3.867	0.683	-0.006	0.016	0.013
Si	5.801	7.734	0.683	-0.02	-0.025	-0.005
Si	5.801	-3.867	0.683	0	-0.014	0.023
Si	9.668	0	0.683	-0.013	-0.005	-0.026
Si	9.668	3.867	0.683	-0.031	-0.036	-0.007
Si	9.668	7.734	0.683	0.017	0.016	-0.002
Si	9.668	-3.867	0.683	0.009	0.013	-0.02
Si	-1.934	0	0.683	-0.003	0.012	0.031
Si	-1.934	3.867	0.683	0.008	0.054	0.003
Si	-1.934	7.734	0.683	0.019	-0.011	-0.013
Si	-1.934	-3.867	0.683	0.003	-0.017	0.01
Si	0	0	2.05	0.183	0.026	-0.019
Si	0	3.867	2.05	0.039	0.011	-0.031
Si	0	7.734	2.05	-0.024	0.026	-0.01
Si	0	-3.867	2.05	0.095	0.044	-0.016
Si	3.867	0	2.05	-0.08	-0.038	0
Si	3.867	3.867	2.05	0.013	-0.042	-0.02
Si	3.867	7.734	2.05	0.06	0.025	-0.003
Si	3.867	-3.867	2.05	-0.077	-0.024	0.004
Si	7.734	0	2.05	0.095	-0.005	0.009
Si	7.734	3.867	2.05	0.075	0	0.026
Si	7.734	7.734	2.05	0.016	-0.008	0.029
Si	7.734	-3.867	2.05	0.089	-0.048	0.014
Si	11.602	0	2.05	-0.176	0.009	-0.014
Si	11.602	3.867	2.05	-0.107	0.019	-0.007
Si	11.602	7.734	2.05	-0.052	-0.006	0.011
Si	11.602	-3.867	2.05	-0.121	0.019	-0.006
Si	-8.55	-1.095	20.921	-0.108	-0.176	-0.079
Si	-7.041	-0.222	23.543	-0.128	-0.22	-0.086
Si	-5.928	-5.944	23.98	-0.132	0.329	-0.06
Si	-4.695	1.613	23.298	0.271	0.11	-0.244
Si	-5.473	4.632	23.823	-0.025	0.181	-0.063
Si	-2.001	-7.825	22.181	-0.133	-0.149	-0.387
Si	1.436	1.097	23.294	-0.144	-0.003	-0.281
Si	2.461	-7.748	22.052	0.079	-0.115	-0.22
Si	2.071	-2.03	23.274	-0.059	0.027	-0.175
Si	-11.141	1.916	22.997	0.035	0.186	-0.059
Si	1.654	5.235	23.218	0.205	-0.052	-0.191
Si	-11.798	5.795	19.776	-0.011	-0.121	-0.128
Si	-10.939	-3.491	23.718	0.201	0.073	0.132
Si	-0.59	-2.238	10.595	0.282	0.031	-0.493
Si	-0.659	1.326	14.887	-0.08	0.14	0.186
Si	0.695	4.759	11.544	-0.229	-0.179	0.048
Si	0.435	-5.152	11.348	-0.039	-0.069	0.027
Si	3.318	-9.07	11.757	0.127	0.185	-0.016
Si	3.457	-5.892	11.252	0.2	0.052	-0.161
Si	5.07	-1.405	10.781	0.049	-0.021	0.089
Si	8.015	-8.875	11.086	-0.145	-0.169	-0.109
Si	-3.915	-6.195	10.695	0.15	-0.011	-0.188
Si	4.868	-5.086	13.916	-0.055	0.024	0.122
Si	-5.26	1.629	10.973	0.013	0.12	0.132
Si	-4.217	2.675	13.479	0.194	0.015	0.231
Si	8.629	-5.721	11.461	0.006	-0.123	0.087
Si	9.65	-1.475	11.168	0.016	-0.068	0.003
Si	-8.83	-6.531	19.732	-0.036	0.006	-0.003
Si	5.922	5.644	13.285	0.185	0.016	0.141
Si	1.629	-0.494	19.45	-0.069	0.128	-0.154
Si	-4.682	3.059	16.361	0.067	0.09	-0.052
Si	-7.191	1.503	16.893	-0.079	0.051	-0.101
Si	9.385	-3.586	13.529	0.165	-0.018	0.281
Si	5.91	-7.664	15.352	0.004	-0.028	0.048
Si	-1.758	-6.187	12.998	-0.185	-0.188	0.157
Si	5.46	-2.195	13.672	-0.206	0.003	0.396
Si	-1.741	-7.099	17.979	-0.059	-0.069	-0.031
Si	1.061	-6.765	17.145	0.089	0.057	-0.008
Si	-3.213	1.568	20.51	0.263	0.164	-0.286
Si	-4.033	4.157	19.051	0.033	0.083	-0.066
Si	1.162	4.163	20.376	-0.062	-0.09	-0.349
Si	-6.072	5.681	20.863	-0.14	0.144	-0.334
Si	-9.186	6.057	21.074	0.012	-0.044	-0.132
Si	-4.491	-9.31	11.305	0.113	0.189	0.194
Si	2.798	-4.318	16.133	0.104	0.012	0.055
Si	-3.894	-1.385	19.401	0.122	0.126	-0.177
Si	3.497	3.426	16.094	0	-0.061	0.126
Si	-10.013	1.725	17.56	-0.052	-0.06	-0.012
Si	4.983	2.81	13.494	0.154	-0.026	0.267
Si	-3.389	-4.483	14.867	0.017	-0.097	0.041
Si	2.486	-1.569	14.652	0.107	0.05	0.197
Si	-12.186	6.549	16.755	0.01	-0.06	0.068
Si	8.812	-3.387	16.557	-0.016	-0.021	-0.033
Si	-1.394	5.837	19.897	0.04	-0.146	-0.105
Si	-4.311	-7.178	16.233	0.081	0.008	-0.054
Si	-7.207	-6.513	17.219	-0.048	-0.003	0.046
Si	-10.609	4.883	23.59	0.136	0.052	0.135
Si	-3.026	-8.906	13.994	0.221	0.035	0.213
Si	-3.544	0.521	15.33	0.043	0.07	-0.095
Si	-0.102	1.527	20.739	0.055	0.061	-0.229
Si	-2.347	-3.3	21.18	0.214	-0.187	-0.161
Si	6.267	0.436	15.03	0.008	-0.068	0.169
Si	0.613	-2.999	20.658	0.145	0.116	-0.233
Si	-2.493	-5.502	20.359	-0.056	-0.183	-0.145
Si	-9.268	-3.91	21.043	-0.023	-0.042	-0.098
Si	-3.766	-2.239	16.592	0.016	0.024	-0.107
Si	1.827	0.804	16.548	-0.125	-0.022	0.072
Si	-11.029	0.447	20.315	-0.145	-0.062	-0.196
Si	-6.807	-1.049	18.434	-0.086	-0.021	-0.128
Si	-1.537	4.008	13.767	-0.171	0.014	0.283
Si	-4.801	-7.121	21.401	0.052	-0.246	-0.199
Si	0.637	-0.223	12.503	-0.101	0.006	0.323
Si	-11.09	-4.768	18.862	0.002	0.037	-0.128
Si	1.61	-5.766	19.994	0.122	-0.011	-0.212
O	-5.946	-4.307	23.931	0.075	-0.202	0.047
O	1.385	6.796	22.85	-0.176	0.12	0.098
O	-10.072	-6.058	18.742	-0.036	-0.02	0.038
O	-3.467	0.078	19.942	-0.072	-0.094	0.051
O	-3.958	0.937	24.578	-0.049	-0.017	0.203
O	-3.661	1.75	22.055	-0.151	0.011	0.27
O	-4.702	-6.51	24.89	0.221	-0.168	0.229
O	-1.476	1.069	25.395	-0.112	-0.002	0.529
O	-12.192	5.126	23.31	-0.122	0.007	-0.003
O	-4.161	5.169	24.648	-0.039	0.004	0.115
O	-0.896	-2.471	24.771	-0.029	-0.179	0.214
O	1.686	-2.517	24.784	-0.06	-0.087	0.293
O	-10.788	0.9	24.225	0.21	-0.096	0.393
O	-1.411	-7.679	23.674	0.116	0.13	0.215
O	1.908	-6.565	25.001	-0.124	-0.134	0.282
O	-11.79	-2.232	23.121	-0.005	0.018	-0.078
O	-0.017	5.54	10.298	-0.251	0.1	-0.344
O	1.32	3.321	11.083	0.086	-0.165	-0.045
O	0.053	-5.984	10.011	-0.114	-0.056	-0.087
O	6.854	-9.541	11.998	-0.002	0.02	0.023
O	3.88	-9.653	10.35	0.237	-0.077	-0.342
O	3.898	-1.847	13.928	0.048	0.044	-0.134
O	-7.807	-0.513	19.595	0.045	0.049	0.061
O	3.562	-1.915	10.391	-0.151	0.044	-0.307
O	6.53	2.211	10.17	0.099	-0.043	-0.337
O	9.132	2.122	9.867	-0.172	0.018	-0.328
O	-3.166	-7.514	17.326	0.026	-0.011	0.056
O	7.513	-5.21	10.395	-0.177	-0.064	-0.236
O	5.908	-1.799	9.439	0.142	-0.05	-0.229
O	8.355	-1.724	10.228	-0.066	-0.036	-0.146
O	-1.949	0.372	15.123	0.041	-0.02	0.003
O	3.733	3.1	14.506	-0.02	-0.005	-0.155
O	-4.538	-2.047	10.35	0.125	0.006	-0.269
O	-2.069	-2.281	9.891	-0.139	0.045	-0.102
O	-3.573	-2.513	20.498	-0.089	0.119	0.005
O	-10.131	-0.878	20.587	0.072	-0.017	0.048
O	-7.691	5.462	20.815	-0.007	-0.047	0.064
O	-10.634	3.142	17.007	0.005	0.038	-0.023
O	2.21	-2.838	15.681	-0.064	-0.003	-0.054
O	-4.508	-3.956	13.801	-0.091	0.015	-0.084
O	-5.937	0.708	22.798	0.074	0.078	-0.023
O	-5.627	0.116	11.467	-0.007	0	0.014
O	-2.609	-3.128	22.781	0.005	0.066	0.061
O	1.776	-0.463	23.045	-0.047	-0.06	0.009
O	-12.369	-5.202	19.739	-0.093	-0.037	0.126
O	-2.752	3.228	12.983	-0.087	-0.072	-0.097
O	-9.887	-3.951	22.557	-0.013	0.031	-0.008
O	-4.099	-8.283	15.049	-0.028	-0.01	-0.047
O	5.327	0.574	16.38	0.035	-0.015	-0.034
O	1.216	-6.759	18.772	-0.016	-0.017	0.141
O	8.572	-4.859	12.863	-0.093	-0.159	-0.184
O	-10.669	1.464	21.519	0.039	-0.015	0.081
O	-10.294	5.268	20.15	0	0.004	0.009
O	-8.514	-5.328	20.79	-0.011	0.027	0.036
O	-4.314	-7.754	10.907	0.015	-0.046	-0.029
O	0.269	0.984	16.161	-0.012	-0.014	-0.031
O	1.524	0.604	11.387	0.086	0.217	-0.328
O	6.484	-8.949	14.534	-0.028	-0.051	-0.04
O	0.9	2.6	20.023	0.009	0.046	0.136
O	-0.397	4.479	12.722	0.222	0.096	-0.229
O	4.534	2.671	11.933	-0.006	-0.019	-0.084
O	-4.13	-5.649	15.725	0.022	0.051	-0.009
O	-7.437	-2.246	17.468	0.037	0.057	0.049
O	-8.432	1.972	17.841	0.033	0.023	0.025
O	-4.075	-6.04	20.404	0.075	0.025	0.056
O	-7.133	-4.896	16.956	0.01	0.05	0.008
O	-6.879	5.019	24.565	-0.188	-0.056	0.272
O	-2.075	-5.124	14.177	0.031	0.068	-0.005
O	-6.392	0.253	17.55	-0.023	-0.07	0.068
O	-8.204	-2.687	21.002	0.032	0.088	0.046
O	-12.59	0.001	20.36	0.099	-0.003	0.109
O	2.415	2.324	16.632	0.027	0.039	-0.055
O	9.398	-2.282	12.561	-0.021	0.184	-0.227
O	-0.007	5.029	19.644	-0.006	0.086	0.06
O	-0.547	-6.926	16.859	0.002	0.02	-0.04
O	-3.755	1.701	10.327	0.164	0.028	-0.195
O	5.695	-6.41	14.338	0.022	0.003	-0.04
O	-5.818	-7.275	16.832	0.011	-0.008	0.029
O	-0.966	2.939	14.874	0.052	-0.051	-0.066
O	9.404	5.747	11.284	0.002	0.018	-0.088
O	-5.335	-5.4	10.889	-0.005	0.036	-0.016
O	4.38	-9.398	12.955	-0.174	-0.026	-0.049
O	-5.275	2.68	12.246	-0.071	-0.09	-0.281
O	-1.631	1.94	20.447	-0.134	-0.06	0.057
O	1.085	4.339	21.988	0.035	0.051	0.243
O	-12.26	-8.567	20.863	-0.106	0.15	0.148
O	-2.744	-5.796	11.756	-0.066	0.069	0.063
O	-11.978	-4.728	23.969	-0.122	-0.111	0.036
O	-1.594	-6.5	21.311	0.005	-0.012	0.135
O	7.751	0.984	15.427	0.054	0.028	0.031
O	-4.157	-0.94	15.672	-0.033	-0.049	0.043
O	6.346	-1.108	14.513	-0.011	-0.025	-0.136
O	-5.081	-3.152	16.892	0.062	-0.031	0.069
O	5.108	0.184	11.104	0.01	-0.155	0.106
O	-9.647	5.842	22.643	-0.076	-0.055	0.109
O	-10.75	1.187	18.891	0.021	0.009	0.098
O	2.571	-0.151	15.457	0.06	-0.016	-0.085
O	-2.098	5.335	14.565	-0.031	0.037	-0.061
O	-3.633	-7.906	22.235	0.001	0.058	0.113
O	5.718	-2.145	12.071	0.039	-0.015	-0.095
O	-11.86	-7.195	23.066	-0.062	0.019	0.093
O	-0.539	-1.037	11.709	-0.086	-0.017	0.012
O	0.159	1.472	22.345	0.131	-0.019	0.211
O	-5.386	4.822	19.664	-0.031	0.005	0.092
O	-5.803	-6.382	22.428	-0.034	-0.007	0.213
O	-10.331	3.31	23.229	0.03	-0.047	0.024
O	1.891	5.707	12.12	0.011	0.004	0.028
O	1.408	-1.336	13.437	-0.036	0.02	-0.154
O	-7.341	-6.541	24.553	-0.109	-0.026	0.293
O	1.44	-2.11	19.554	-0.04	-0.106	0.139
O	-3.892	-9.55	12.786	-0.177	-0.1	-0.234
O	-3.67	5.3	10.209	0.221	-0.053	-0.183
O	7.037	-7.21	16.415	0.001	-0.02	-0.045
O	-0.945	-2.557	20.765	-0.125	0.07	0.07
O	-0.212	-3.656	11.323	-0.14	0.1	0.108
O	-1.579	4.913	25.349	-0.044	0.054	0.504
O	-4.101	4.161	17.411	-0.008	-0.033	-0.08
O	-1.537	-4.976	24.222	-0.038	-0.218	-0.006
O	3.132	-7.449	11.644	0.049	-0.135	-0.026
O	-7.521	-6.777	18.798	0.032	-0.015	0.038
O	4.499	-5.227	12.331	-0.011	-0.029	-0.046
O	-3.999	2.61	19.545	-0.038	-0.149	0.16
O	3.056	4.998	16.241	0.011	-0.005	-0.097
O	-8.186	-0.418	22.364	0.095	0.066	0.276
O	-4.635	3.573	14.798	-0.039	-0.071	-0.006
O	-3.113	-1.707	17.987	0.006	-0.022	0.059
O	0.974	4.793	24.61	-0.13	-0.01	0.178
O	2.056	-5.058	11.429	-0.078	0.105	-0.024
O	-5.685	-8.224	20.59	0.068	0.07	0.071
O	0.577	-4.525	20.102	0.02	-0.017	0.075
O	1.299	-2.906	22.133	-0.002	-0.01	0.112
O	0.011	0.936	13.461	0.063	-0.086	-0.168
O	-11.781	6.494	18.322	0.019	0.075	0.013
O	-1.946	-5.698	18.81	-0.065	0.057	0.17
O	1.583	-5.327	16.553	-0.047	-0.011	-0.038
O	-1.352	-8.321	18.962	0.017	0.031	0.009
O	1.105	1.325	24.853	-0.046	-0.029	0.116
O	-0.193	-5.995	12.606	0.183	0.102	-0.14
O	1.913	-0.008	17.94	0.04	-0.007	-0.003
O	-6.254	-1.659	23.793	-0.139	0.314	0.122
O	5.693	1.392	13.855	-0.041	0.089	-0.089
O	-5.481	-1.557	19.185	-0.013	-0.003	0.078
O	1.912	-8.037	16.551	-0.041	0.002	-0.043
O	-2.787	-3.249	15.763	-0.051	0.017	0.077
O	-3.839	1.652	16.481	-0.007	-0.037	0.046
O	4.488	-8.121	16.007	-0.005	-0.006	0.007
O	-12.767	2.067	22.95	-0.041	0.019	0.019
O	-10.32	-3.661	19.79	0.014	-0.003	0.111
O	3.527	-4.983	14.838	-0.03	-0.012	-0.047
O	-2.692	4.933	19.528	-0.012	0.052	0.047
O	-9.195	-7.845	20.616	-0.013	0.029	0.053
O	-5.502	5.234	22.315	0.109	-0.106	0.375
O	8.634	-3.204	14.939	0.004	-0.008	-0.12
O	-4.17	1.095	13.936	-0.005	0.044	-0.006
O	-5.328	3.027	23.751	-0.037	-0.113	0.071
O	8.331	-7.334	11.631	-0.074	0.025	-0.073
O	-12.844	4.542	19.764	0.004	0.025	0.129
O	-1.454	6.279	21.47	-0.027	0.161	0.123
O	6.022	4.06	13.658	-0.004	0.015	-0.045
O	1.584	-6.55	21.405	-0.059	0.01	0.106
O	-11.59	-4.216	17.392	-0.002	0.016	0.022
O	-2.023	-7.726	13.466	0.044	0.093	-0.05
O	0.231	0.11	20.022	-0.015	-0.049	0.112
O	-6.237	2.793	16.737	-0.083	-0.061	0.044
O	5.757	-3.728	14.163	0.034	0.049	-0.108

Results
free energy: -287101.704 eV
free energy less fixed offsets of O -568.88, Si -635.61 eV per atom: -11.064 eV

The program warned: the cutoff lies below the one the program advises for these potential files; the forces do not sum to zero within the program's tolerance; the exchange-correlation potential is rough where the density is thin.
